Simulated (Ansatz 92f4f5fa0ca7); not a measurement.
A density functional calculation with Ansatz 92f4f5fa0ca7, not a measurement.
Periodic cell of 375 atoms, Si241O134, from a study of silicon, its oxide and their interface. The atomic structure is a simulated model.
Doubt: the cutoff is far below the 930 eV that the study's wrapper takes by default for these files, so forces and energies are approximate.

Settings: functional PBE; potential files Ansatz PAW; basis plane waves; wave-function cutoff 580 eV; density cutoff ratio 5; exchange-correlation grid ratio 1; k mesh 1 x 1 x 1, Gamma-centred; self-consistency stop 5e-08 eV per atom in the density residual; occupations fixed; spin none; net charge 0.

Cell vectors (angstrom)
a  11.6015  0  0
b  0  13.3963  0
c  0  0  41.9459

Atoms: element, x, y, z (angstrom)
Si  0  2.2327  1.1851
Si  3.8672  2.2327  1.1851
Si  7.7343  2.2327  1.1851
Si  1.9336  5.5818  1.1851
Si  5.8008  5.5818  1.1851
Si  9.6679  5.5818  1.1851
Si  0  8.9308  1.1851
Si  3.8672  8.9308  1.1851
Si  7.7343  8.9308  1.1851
Si  1.9336  12.2799  1.1851
Si  5.8008  12.2799  1.1851
Si  9.6679  12.2799  1.1851
Si  1.9336  1.1164  1.9745
Si  5.8008  1.1164  1.9745
Si  9.6679  1.1164  1.9745
Si  0  4.4654  1.9745
Si  3.8672  4.4654  1.9745
Si  7.7343  4.4654  1.9745
Si  1.9336  7.8145  1.9745
Si  5.8008  7.8145  1.9745
Si  9.6679  7.8145  1.9745
Si  0  11.1635  1.9745
Si  3.8672  11.1635  1.9745
Si  7.7343  11.1635  1.9745
Si  1.9336  1.1164  4.3426
Si  5.8008  1.1164  4.3426
Si  9.6679  1.1164  4.3426
Si  0  4.4654  4.3426
Si  3.8672  4.4654  4.3426
Si  7.7343  4.4654  4.3426
Si  1.9336  7.8145  4.3426
Si  5.8008  7.8145  4.3426
Si  9.6679  7.8145  4.3426
Si  0  11.1635  4.3426
Si  3.8672  11.1635  4.3426
Si  7.7343  11.1635  4.3426
Si  0  0  37.6054
Si  3.8672  0  37.6054
Si  7.7343  0  37.6054
Si  1.9336  3.3491  37.6054
Si  5.8008  3.3491  37.6054
Si  9.6679  3.3491  37.6054
Si  0  6.6981  37.6054
Si  3.8672  6.6981  37.6054
Si  7.7343  6.6981  37.6054
Si  1.9336  10.0472  37.6054
Si  5.8008  10.0472  37.6054
Si  9.6679  10.0472  37.6054
Si  0  0  39.9735
Si  3.8672  0  39.9735
Si  7.7343  0  39.9735
Si  1.9336  3.3491  39.9735
Si  5.8008  3.3491  39.9735
Si  9.6679  3.3491  39.9735
Si  0  6.6981  39.9735
Si  3.8672  6.6981  39.9735
Si  7.7343  6.6981  39.9735
Si  1.9336  10.0472  39.9735
Si  5.8008  10.0472  39.9735
Si  9.6679  10.0472  39.9735
Si  0  2.2327  40.7629
Si  3.8672  2.2327  40.7629
Si  7.7343  2.2327  40.7629
Si  1.9336  5.5818  40.7629
Si  5.8008  5.5818  40.7629
Si  9.6679  5.5818  40.7629
Si  0  8.9308  40.7629
Si  3.8672  8.9308  40.7629
Si  7.7343  8.9308  40.7629
Si  1.9336  12.2799  40.7629
Si  5.8008  12.2799  40.7629
Si  9.6679  12.2799  40.7629
Si  2.0417  -5.8621  30.5502
Si  5.3733  -1.578  31.115
Si  12.0314  -3.3293  25.0976
Si  4.0469  8.4759  31.4358
Si  2.6545  3.4037  30.4881
Si  13.4047  9.782  20.3983
Si  -4.4923  13.2324  23.7264
Si  7.0548  2.9056  23.2072
Si  12.3919  2.1554  31.2324
Si  -3.5739  4.4306  29.5142
Si  4.2346  15.4312  31.5386
Si  5.7575  12.1664  33.5638
Si  -5.7171  -0.2527  27.7653
Si  -1.0459  0.2114  28.1884
Si  4.5203  7.0956  23.6974
Si  -2.9154  6.6297  25.3778
Si  5.3327  6.4205  31.6903
Si  15.2909  3.2285  16.749
Si  -2.2666  6.7141  31.3683
Si  2.8468  13.3841  31.6264
Si  11.5641  8.8573  33.6002
Si  2.4278  8.0857  25.4803
Si  1.5912  17.6174  27.7931
Si  7.3172  8.036  31.5178
Si  0.0368  2.2384  33.5502
Si  3.864  2.2402  33.8412
Si  6.9243  0.0648  30.4769
Si  2.0208  5.5748  33.6292
Si  10.594  10.1796  29.0802
Si  9.6169  5.6879  33.5556
Si  -4.9154  15.5772  31.4735
Si  3.8303  8.9369  33.741
Si  7.6854  8.8742  33.7121
Si  2.0235  12.3738  33.6546
Si  5.7124  8.8208  27.9259
Si  9.6447  12.3087  33.2016
Si  1.8933  1.1439  34.562
Si  5.7759  1.0336  34.508
Si  9.6362  1.095  34.216
Si  -0.0086  4.4958  34.2831
Si  3.8593  4.4699  34.5975
Si  7.7353  4.4956  34.418
Si  1.9011  7.7976  34.4794
Si  5.7599  7.8471  34.5929
Si  9.6459  7.8204  34.534
Si  -0.0221  11.2043  34.1658
Si  3.8493  11.1675  34.5145
Si  7.7819  11.1724  34.2958
Si  1.9268  1.1186  36.8955
Si  5.8005  1.0966  36.8543
Si  9.6668  1.1104  36.6986
Si  -0.0042  4.4736  36.731
Si  3.8629  4.4627  36.9124
Si  7.7414  4.4676  36.7957
Si  1.9305  7.8115  36.8338
Si  5.7967  7.8197  36.9139
Si  9.6664  7.8179  36.8672
Si  -0.0062  11.1727  36.6742
Si  3.8669  11.1608  36.8578
Si  7.7443  11.1695  36.7394
Si  -0.0064  0.0023  5.2034
Si  3.8636  -0.004  5.1584
Si  7.739  -0.0103  5.175
Si  1.9229  3.3825  5.2158
Si  5.7833  3.3313  5.1369
Si  9.663  3.3616  5.1498
Si  -0.0092  6.703  5.1706
Si  3.9941  6.6207  5.2564
Si  7.7333  6.73  5.1024
Si  1.9284  10.0485  5.0509
Si  5.7959  10.045  5.038
Si  9.6649  10.0562  5.0885
Si  -0.0329  0.0593  7.629
Si  3.8238  0.0238  7.5495
Si  7.7352  0.0103  7.5888
Si  1.8516  3.4982  7.6629
Si  5.6369  3.4375  7.4982
Si  9.5758  3.4234  7.5322
Si  -0.2654  6.7732  7.5622
Si  5.2006  5.8531  7.3881
Si  7.409  6.8499  7.4322
Si  1.7973  10.1406  7.361
Si  5.7392  10.0971  7.3531
Si  9.641  10.1561  7.4246
Si  -0.0391  2.3384  8.3945
Si  3.7655  2.2529  8.3557
Si  10.7737  -1.9597  13.9125
Si  1.4194  5.6765  8.7812
Si  3.4828  6.9052  8.5671
Si  9.2931  5.6928  8.3054
Si  -0.0635  9.0434  8.2702
Si  3.7311  9.2319  8.2611
Si  7.677  9.1205  8.2459
Si  1.9098  12.2577  8.3874
Si  5.8987  11.3694  10.5739
Si  9.6852  12.2729  8.5066
Si  -3.5036  1.9841  10.5874
Si  3.6956  1.9406  10.7161
Si  2.2841  7.482  18.5347
Si  1.6944  1.9911  14.3838
Si  3.9538  9.9569  10.5537
Si  7.4882  7.6419  11.2226
Si  -4.2928  5.4887  19.0129
Si  5.7896  12.2364  8.3198
Si  9.1854  5.8426  10.7072
Si  3.6633  12.558  16.5212
Si  7.8474  9.9055  10.5368
Si  11.9026  8.0096  12.1933
Si  4.5928  4.6802  12.0169
Si  0.2485  3.9419  12.3805
Si  5.1986  -2.5467  18.5141
Si  4.2084  -2.0615  21.4109
Si  -0.2823  2.1947  10.7976
Si  9.4291  3.5212  14.0282
Si  7.6396  2.2813  8.2843
Si  6.3208  13.3612  15.0076
Si  5.1956  4.3754  24.903
Si  5.4282  7.7919  18.1563
Si  1.7101  10.7307  15.4707
Si  10.242  8.6002  14.828
O  11.9261  23.265  21.1017
O  27.202  4.2993  20.3766
O  22.3296  41.9549  27.7704
O  -6.4601  10.3474  22.3117
O  8.1417  9.9701  16.7689
O  11.4207  -18.5842  15.9082
O  -5.9443  12.7794  24.3189
O  9.9656  13.5824  29.7263
O  -14.1198  16.9127  28.684
O  -4.613  1.2932  23.0389
O  -12.57  14.7317  16.4488
O  14.0771  13.9822  20.0079
O  13.8468  -5.1569  20.0271
O  2.886  20.0537  14.7395
O  -19.5217  12.1534  30.8557
O  5.1829  2.5722  17.0456
O  14.1051  3.2781  28.7854
O  0.6688  25.9168  18.2629
O  18.8173  14.4736  18.1494
O  22.1666  -8.948  13.3078
O  34.4937  22.8476  30.352
O  19.9829  -18.632  24.9044
O  -16.1681  9.1535  27.0229
O  11.0692  -10.7827  30.3199
Si  11.5844  21.5798  17.5689
Si  10.634  21.44  27.087
Si  -3.1956  8.9621  21.3983
Si  20.0713  13.5844  18.7353
Si  1.6989  19.3372  23.5752
Si  6.2241  5.7848  27.246
Si  -0.1693  21.4956  31.3106
Si  -3.2117  12.2586  26.1983
Si  9.1049  12.4782  30.6025
Si  12.5847  3.9376  24.7032
Si  11.068  14.4846  14.904
Si  2.038  11.4993  10.7059
Si  14.664  15.6087  23.8172
Si  -7.1185  -0.1378  25.3491
Si  22.3141  1.9052  17.9603
Si  15.3218  0.9408  21.0365
Si  7.5442  8.6737  15.9995
Si  9.4786  6.6373  19.4503
Si  2.8406  8.1723  14.1085
Si  4.1548  5.6207  14.8543
Si  -8.9851  17.8152  19.4741
Si  0.1953  9.8019  10.5458
Si  6.0998  13.4254  11.7952
Si  13.3194  20.6192  28.261
Si  8.5605  3.735  16.9827
Si  5.3931  16.8172  20.5549
Si  12.5429  10.9368  17.7575
Si  13.6889  13.8798  11.7402
Si  19.173  22.8371  25.5084
Si  -3.8683  -1.871  16.9322
Si  3.7614  -2.2081  27.4246
Si  8.4792  11.8494  21.2816
Si  -1.7148  11.1126  10.7936
Si  5.8065  9.0398  23.0463
Si  5.784  7.9132  13.9267
Si  2.963  32.3409  31.3954
Si  5.7485  5.6235  33.8507
Si  10.6252  16.4371  28.7972
Si  7.602  15.6455  33.649
Si  5.8667  9.5159  30.2806
Si  23.8759  11.3709  27.8052
Si  23.3067  18.4769  21.2027
Si  10.8328  10.3737  22.2061
Si  -3.8863  17.4366  11.6194
Si  29.9987  2.1362  16.9284
Si  11.7483  5.8905  11.0151
Si  1.6687  13.8181  18.572
Si  -1.7449  17.7031  23.5776
Si  4.5352  7.4219  10.5866
O  -16.6085  -22.7248  19.5991
O  5.4718  9.2797  18.8241
O  -6.4716  4.7978  26.5007
O  21.4257  14.4315  19.0035
O  2.4936  36.0945  15.2287
O  -20.8781  21.578  27.1008
O  9.7152  1.8463  10.8354
O  -10.1208  42.7401  23.9876
O  14.7893  -20.3956  22.9905
O  -9.3078  19.2776  18.8521
O  20.7882  32.5269  24.0998
O  30.0851  5.0528  28.5423
O  19.2001  25.5484  22.6216
O  14.3691  37.3683  21.4418
O  -0.8697  -0.4846  14.5932
O  -9.3288  11.0514  28.0793
O  -3.5605  17.0962  13.199
O  -6.098  47.3692  27.7668
O  23.3071  7.358  28.0994
O  9.9161  23.611  14.6266
O  -3.3944  13.296  24.9482
O  2.3321  14.2366  13.3588
O  15.7036  11.2139  17.3576
O  9.6675  9.2367  22.4091
O  12.9735  16.7262  13.444
O  8.8392  21.3032  15.3461
O  0.0391  17.6117  28.3123
O  19.3718  18.4668  17.4919
O  22.3162  21.4101  13.3612
O  6.3206  36.4551  24.4872
O  15.5668  -5.6774  25.127
O  17.7542  17.9589  11.5682
O  -13.8185  11.0799  29.765
O  21.5186  16.7619  17.9117
O  12.0172  24.6719  26.1784
O  3.4279  14.255  24.6436
O  14.475  -9.9868  18.1767
O  14.8677  15.3527  22.2318
O  4.749  25.5142  28.3567
O  44.6071  33.5523  26.5565
O  -9.9993  3.8302  26.2239
O  0.5033  -12.5341  11.3967
O  1.4053  6.9572  24.8487
O  -0.2541  9.8005  17.9832
O  13.608  10.5126  18.9518
O  -7.271  8.5129  13.4807
O  7.0719  21.8533  22.1785
O  20.4965  12.4224  17.6381
O  5.0603  14.5822  11.2933
O  18.0745  3.391  24.6538
O  -5.5156  16.9276  22.0486
O  18.9758  6.033  26.1215
O  -1.5201  -1.6475  21.6783
O  15.5923  -22.0422  16.2033
O  13.8118  19.1103  27.9256
O  10.2469  11.6342  12.3688
O  15.4902  30.3087  24.3975
O  16.3825  24.9055  19.9112
O  36.2027  27.3714  30.9457
O  0.4446  12.9525  28.1609
O  -0.6777  17.2825  24.7572
O  11.1867  8.8364  25.7652
O  18.1434  22.4843  14.7671
O  18.5849  1.3871  15.4546
O  18.6439  12.2051  27.1067
O  4.4589  -3.6844  27.3506
O  -1.3081  20.7105  18.1588
O  5.433  32.5532  24.0457
O  12.2799  15.1383  18.437
O  29.7352  0.6558  28.931
O  32.8178  26.1762  27.132
O  -8.7187  27.0436  17.4681
O  5.1916  27.4631  26.6048
O  -7.785  7.6302  17.7994
O  18.8858  12.1211  15.4797
O  17.6345  19.973  19.0836
O  13.5706  9.5318  24.8668
O  6.5365  24.9967  18.0197
O  8.1036  26.3863  20.2019
O  0.7766  6.1879  22.2246
O  24.9809  34.9736  12.8867
O  17.1041  33.3587  14.8244
O  3.7284  25.3242  25.9473
O  4.1012  19.6028  11.6161
O  25.9424  2.4441  15.6171
O  -4.3252  16.8795  30.6044
O  20.7519  -9.3061  15.5083
O  21.6203  1.9972  14.0067
O  -0.9146  5.803  20.1682
O  -2.9779  30.1038  23.2193
O  -5.0177  34.6063  16.9857
O  3.7225  -9.8835  11.2889
O  19.1642  0.5933  11.3149
O  8.0411  -16.4013  20.6725
O  -3.0335  -2.6501  25.5849
O  4.2996  17.9582  13.6162
O  8.8848  -5.542  20.3442
O  9.8522  -4.2605  28.0342
O  4.9224  13.2779  15.8272
O  12.301  10.8883  14.1661
O  -14.2321  5.5824  30.1944
O  14.3245  12.0091  15.321
O  11.4785  10.6182  23.6778
O  -0.865  4.224  22.202
O  15.7174  -0.4657  21.8212
O  6.1634  7.2978  10.2456
O  6.7825  34.28  12.7211
O  16.5428  1.8204  20.3129
O  1.2707  17.5663  20.4412
O  6.0762  -0.1555  13.4101

Results
free energy: -229397.683 eV
free energy less fixed offsets of O -568.88, Si -635.61 eV per atom: 14.247 eV

Forces (eV/angstrom), in the order of the atoms: element, x, y, z
Si  -0.0328  -0.0226  0.0372
Si  0.0026  0.0745  0.0127
Si  0.0196  -0.0041  0.0421
Si  0.0119  -0.0146  -0.0288
Si  -0.0174  0.0194  -0.0053
Si  0.0161  -0.0281  0.0386
Si  -0.0887  0.0277  0.1116
Si  0.0368  0.0283  0.0007
Si  -0.0053  0.0088  -0.0158
Si  -0.0122  -0.0553  0.0085
Si  0.0249  0.0192  -0.0386
Si  -0.0028  -0.037  -0.056
Si  -0.0244  0.0672  -0.0422
Si  0.0021  -0.081  -0.0095
Si  0.0263  -0.0199  0.0064
Si  0.0298  0.042  0.0043
Si  -0.0842  -0.0822  0.0297
Si  -0.0397  -0.0018  -0.0072
Si  0.1645  -0.1896  -0.0505
Si  -0.0584  -0.0104  0.0143
Si  0.0027  0.0325  -0.0038
Si  -0.04  0.1392  0.0134
Si  -0.0215  0.0741  -0.0019
Si  0.0283  0.0575  0.0105
Si  -0.114  0.152  0.62
Si  0.0689  -0.1997  0.1942
Si  -0.0231  -0.0461  0.3102
Si  -0.0173  0.0734  0.273
Si  -0.0521  -0.1176  -0.1381
Si  -0.1731  0.0724  0.2189
Si  0.428  -0.4357  0.8352
Si  0.0561  -0.1139  -0.5858
Si  0.2123  0.0016  -0.0558
Si  -0.1243  0.2488  -0.253
Si  -0.0769  0.2363  -0.2583
Si  0.0417  0.2074  -0.2303
Si  -0.3358  -0.1885  -0.3617
Si  -0.0049  -0.0795  0.3321
Si  0.2922  -0.0954  -0.2683
Si  -0.325  0.129  0.1882
Si  0.1889  -0.0573  0.0383
Si  0.09  -0.141  -0.5711
Si  0.0327  -0.1897  -0.0378
Si  -0.1218  0.0364  0.4344
Si  0.0254  -0.1495  0.2498
Si  -0.2985  0.1358  -0.308
Si  0.1891  0.2364  0.1192
Si  0.1227  0.3048  -0.3707
Si  -0.1287  -0.104  0.0132
Si  0.0117  0.0078  -0.0332
Si  0.0931  -0.0476  -0.0006
Si  -0.1363  0.094  0.0185
Si  0.0826  -0.0108  0.0076
Si  0.0521  -0.0514  0.041
Si  0.0182  -0.092  0.0174
Si  -0.075  0.032  -0.0091
Si  0.0152  -0.0682  -0.0084
Si  -0.117  0.0388  0.0117
Si  0.0981  0.1635  -0.0094
Si  0.0185  0.1213  0.049
Si  0.0311  0.0271  -0.0249
Si  -0.0045  -0.0765  -0.041
Si  -0.0203  -0.0023  -0.0338
Si  0.0031  0.0048  0.0683
Si  0.0054  0.0061  0.0167
Si  -0.0158  0.0428  -0.0139
Si  0.0532  -0.0056  -0.0598
Si  -0.0149  -0.0442  -0.0435
Si  -0.0138  -0.0119  -0.02
Si  0.0197  0.0502  -0.0174
Si  -0.0262  -0.0274  0.046
Si  0.0038  0.0318  0.0528
Si  0.1523  -0.0902  -0.1086
Si  -0.6959  0.0754  0.3355
Si  0.0924  0.0628  0.0599
Si  0.0692  -0.0377  0.3959
Si  -0.0994  0.0633  -0.4771
Si  -0.0708  0.1891  0.3657
Si  0.0602  0.0313  0.2334
Si  0.017  -0.2111  0.2628
Si  -0.3756  -0.3096  0.3358
Si  0.028  0.052  0.1859
Si  0.1007  -0.2504  0.1471
Si  0.001  0.0265  -0.0334
Si  0.0966  0.1617  -0.1875
Si  -0.0248  0.1938  -0.0864
Si  -0.2866  -0.6336  0.2197
Si  -0.0318  0.0691  0.1717
Si  -0.4293  0.0457  -0.0065
Si  0.0759  0.1695  -0.1169
Si  -0.0016  -0.3529  -0.1411
Si  -0.2067  -0.193  -0.3364
Si  -0.0347  -0.0763  -0.0479
Si  -0.1606  0.158  0.3604
Si  0.0212  0.0627  0.3197
Si  -0.1628  -0.3662  -0.0111
Si  0.1079  -0.0547  -0.2004
Si  -0.1791  0.2816  0.0842
Si  -0.2216  0.0756  -0.2453
Si  0.286  -0.0383  0.0839
Si  -0.018  -0.029  0.0086
Si  0.0641  -0.0344  0.0374
Si  0.1453  0.4085  0.1606
Si  0.1241  0.1686  -0.0522
Si  -0.1116  -0.0947  0.0992
Si  0.032  0.2222  0.0408
Si  0.0868  0.0686  0.3609
Si  -0.2088  -0.0992  -0.0646
Si  -0.07  0.0793  0.1684
Si  -0.0841  -0.2216  -0.1006
Si  -0.0002  0.0693  0.0353
Si  -0.0001  0.0358  -0.0729
Si  0.0134  -0.0804  0.1158
Si  -0.0687  0.0482  -0.0868
Si  0.069  -0.0687  -0.2112
Si  -0.0934  0.0458  0.4316
Si  -0.0055  0.1507  0.0356
Si  0.1046  -0.0156  -0.0402
Si  0.0458  -0.0689  0.0314
Si  -0.088  0.0556  -0.146
Si  0.0391  0.0928  -0.1663
Si  -0.0242  -0.0483  -0.0292
Si  -0.0246  -0.0075  0.0354
Si  0.0197  0.0406  0.0269
Si  0.0485  0.0087  -0.0907
Si  0.0003  0.0545  0.0551
Si  -0.004  -0.0103  0.0183
Si  0.0102  0.1083  -0.161
Si  -0.037  0.0367  0.0081
Si  0.0186  -0.0355  0.063
Si  0.0233  -0.0204  -0.0339
Si  -0.0138  -0.043  -0.0008
Si  0.0588  0.0299  -0.0204
Si  0.017  0.0197  0.0034
Si  0.0625  -0.0108  0.0636
Si  0.0606  0.0501  -0.0047
Si  -0.0018  -0.0934  -0.1403
Si  0.0194  -0.0291  0.022
Si  -0.1112  0.0498  -0.0017
Si  0.1157  -0.1728  -0.1722
Si  -0.0192  0.0402  -0.006
Si  0.0021  0.045  0.0436
Si  0.059  -0.0443  0.089
Si  0.1029  0.0471  -0.0143
Si  0.1546  -0.0712  0.2166
Si  0.1015  -0.3557  0.1419
Si  -0.108  -0.2191  -0.1069
Si  -0.0018  0.0779  0.0128
Si  0.0825  0.0843  0.0446
Si  0.1738  0.0868  0.1211
Si  -0.1024  0.0691  -0.1055
Si  -0.1197  0.0765  -0.2997
Si  0.0543  0.131  -0.0423
Si  0.1265  0.1943  0.0057
Si  -0.1017  0.0734  0.0015
Si  -0.2141  -0.0838  0.1479
Si  -0.3073  -0.0757  0.0341
Si  -0.0907  -0.0195  -0.0426
Si  -0.3336  -0.1333  -0.6134
Si  -0.0162  -0.0801  0.1784
Si  0.1069  0.2214  0.7215
Si  -0.1373  -0.2184  0.0911
Si  0.0591  0.0278  0.0922
Si  0.1058  0.1074  -0.0144
Si  0.1568  -0.0313  -0.2011
Si  -0.1118  0.0938  -0.1298
Si  -0.0675  0.04  -0.1517
Si  -0.0742  0.1249  0.1572
Si  0.028  0.2247  -0.2258
Si  0.5467  0.2734  -0.2315
Si  0.6128  -0.3692  0.0871
Si  -0.0729  -0.0257  -0.0926
Si  0.2639  -0.0505  -0.1942
Si  -0.056  0.3417  0.1001
Si  -0.4766  -0.1206  -0.03
Si  -0.0922  0.1174  -0.0521
Si  0.0624  -0.0613  -0.3019
Si  0.4925  0.1453  0.0986
Si  -0.2483  -0.0182  -0.0183
Si  -0.0818  -0.0088  -0.5274
Si  -0.1227  0.5659  -0.0537
Si  -0.2201  0.2267  -0.3161
Si  0.2202  0.0869  0.1228
Si  0.1517  0.0696  0.0703
Si  -0.1662  0.0916  -0.3971
Si  -0.0387  0.2712  -0.2515
Si  -0.0305  -0.0388  -0.1349
Si  0.0132  -0.3622  -0.1786
Si  0.1131  -0.0993  0.2387
Si  0.1651  0.0941  -0.1826
Si  0.0142  -0.1063  -0.607
Si  -0.2631  -0.1406  -0.4579
O  0.2019  -0.1242  -0.252
O  -0.0211  0.0811  -0.0333
O  -0.0121  0.0562  0.0532
O  -0.0546  0.0222  -0.017
O  0.0873  0.0088  0.0936
O  0.1023  -0.0103  0.3303
O  -0.057  -0.0001  -0.0527
O  0.022  -0.0095  -0.1995
O  -0.0587  -0.0445  -0.076
O  -0.0397  0.1127  -0.1042
O  -0.0706  -0.1312  0.0422
O  -0.1374  -0.0229  -0.1912
O  -0.101  -0.0664  -0.0373
O  -0.1351  0.0463  0.0902
O  0.8995  -0.193  0.1404
O  0.0993  -0.0595  -0.0102
O  0.0538  -0.0635  0.2019
O  -0.0223  -0.2982  -0.1967
O  -0.0815  0.0649  -0.0904
O  -0.0043  -0.1138  0.2911
O  -0.114  0.0943  -0.1224
O  0.009  -0.0097  -0.0867
O  0.0957  0.0336  -0.1531
O  0.2098  -0.2097  0.0564
Si  -0.4703  0.1244  -0.212
Si  0.1624  -0.1696  -0.0912
Si  0.0067  0.3193  0.1914
Si  -0.0731  -0.1988  0.0792
Si  0.0546  0.1688  -0.1196
Si  -0.0184  0.0957  0.2074
Si  0.2688  0.0464  0.2564
Si  0.0189  0.1658  -0.0009
Si  0.1107  0.0059  0.688
Si  -0.102  -0.2259  0.3028
Si  0.0586  0.2327  -0.0559
Si  0.2129  -0.1622  -0.2022
Si  -0.0391  -0.1904  0.2587
Si  0.1159  0.0637  0.0017
Si  -0.0567  -0.0231  0.0686
Si  0.0441  -0.0063  0.2089
Si  -0.1033  0.2  -0.3903
Si  0.0474  -0.1252  0.1608
Si  0.1904  -0.234  -0.4436
Si  0.276  0.1553  -0.2979
Si  0.0306  -0.0869  0.0016
Si  0.1093  0.0712  0.0032
Si  0.1202  -0.7986  -0.553
Si  0.1496  -0.029  0.5255
Si  -0.0679  -0.2089  -0.2188
Si  -0.0185  -0.1795  0.2706
Si  -0.1793  0.2569  0.8798
Si  -0.4678  -0.5603  -0.0702
Si  0.0114  -0.0124  0.1872
Si  -0.0297  -0.0756  -0.0484
Si  -0.0192  -0.0896  -0.1036
Si  -0.0124  0.1282  0.1933
Si  0.1319  -0.1769  -0.1668
Si  0.0424  0.2216  0.0474
Si  0.2109  -0.0683  -0.1487
Si  0.3733  0.0038  -0.2381
Si  -0.0859  0.174  -0.0092
Si  0.1719  0.0256  -0.1423
Si  0.0844  0.0301  -0.0357
Si  -0.3034  0.0498  -0.022
Si  0.4348  0.2591  -0.1155
Si  0.0458  0.0578  0.4124
Si  -0.1157  0.1447  0.2632
Si  -0.0092  0.111  -0.1139
Si  0.0146  -0.2032  0.0329
Si  0.0327  0.1258  -0.1399
Si  0.1197  0.0145  0.1871
Si  -0.0666  0.0248  0.2499
Si  -0.7561  0.2418  -0.6062
O  0.0312  0.2143  0.0044
O  -0.0482  -0.0475  0.0603
O  -0.051  -0.0447  -0.2146
O  0.0842  0.138  -0.0581
O  -0.1181  0.2092  0.3152
O  -0.0013  0.0603  -0.2889
O  0.2124  -0.0402  0.0609
O  0.0473  -0.03  -0.1141
O  0.1201  0.1463  -0.0645
O  -0.1537  0.2082  -0.0276
O  0.0453  -0.0315  -0.0872
O  -0.0527  0.0443  -0.1073
O  0.0319  -0.0628  -0.1221
O  -0.1188  -0.11  -0.0576
O  -0.0422  0.058  0.2047
O  -0.0942  -0.0265  -0.0596
O  0.1214  -0.0663  0.3671
O  0.01  0.0085  0.0019
O  -0.237  0.1333  -0.1588
O  0.0989  0.1842  0.1099
O  -0.0591  -0.0492  -0.0202
O  0.1926  0.1361  0.2186
O  -0.1263  -0.0216  -0.0713
O  -0.0035  -0.0563  -0.143
O  0.153  0.0731  0.2005
O  0.1237  -0.0244  0.0862
O  -0.0602  0.0269  -0.0775
O  0.0747  0.2339  0.0052
O  -0.0317  0.0863  0.2379
O  -0.1067  -0.0477  -0.2152
O  0.0925  0.0856  -0.2101
O  0.0927  -0.1453  0.0984
O  -0.049  -0.2469  -0.1407
O  0.0382  0.0343  -0.0195
O  0.0098  -0.008  0.0676
O  -0.0243  0.0558  -0.0528
O  -0.0528  -0.0195  0.0346
O  0.0199  -0.0091  -0.1519
O  -0.0584  0.1153  0.0312
O  -0.033  -0.0559  0.0134
O  -0.0701  -0.0596  -0.1677
O  0.1527  -0.2229  0.0075
O  0.1411  -0.0637  -0.182
O  0.0924  -0.1335  -0.0607
O  -0.1178  0.0156  -0.3012
O  -0.1985  0.07  0.124
O  -0.018  -0.1135  -0.0606
O  -0.0393  0.0347  -0.0047
O  -0.2897  0.1999  0.0527
O  -0.0345  0.0256  -0.036
O  -0.0698  0.1089  -0.2572
O  0.0272  -0.0516  -0.1679
O  0.0364  -0.0759  -0.078
O  -0.004  -0.1245  0.112
O  0.0634  -0.0814  -0.1162
O  -0.0841  0.097  0.2732
O  -0.0066  0.1414  -0.0575
O  0.0058  0.0004  -0.0803
O  0.1817  0.2929  0.1474
O  -0.0654  -0.0759  0.0703
O  0.0235  0.0278  -0.0436
O  -0.0207  -0.0951  0.0462
O  0.0626  -0.0251  0.1964
O  0.0001  0.1321  0.0911
O  -0.0299  -0.0755  0.0615
O  -0.0674  0.0832  -0.1279
O  0.1913  0.1337  -0.0029
O  -0.0604  0.3086  -0.1844
O  -0.0062  -0.0152  -0.0504
O  0.1552  -0.1008  -0.022
O  0.0188  -0.0754  -0.0177
O  -0.0032  0.0422  -0.1111
O  -0.0104  -0.1155  -0.0179
O  -0.2758  0.0696  0.1174
O  0.0279  0.1191  -0.019
O  0.1399  -0.1569  0.1396
O  0.0073  -0.0105  -0.0623
O  -0.1125  0.029  0.0537
O  0.0115  0.0107  -0.0826
O  -0.004  -0.0461  -0.1461
O  0.1156  0.1033  0.2035
O  -0.109  -0.1591  0.0517
O  -0.0553  -0.0594  0.0606
O  0.0496  -0.6302  0.6143
O  -0.0317  -0.0822  -0.1104
O  -0.2314  -0.2725  0.1474
O  0.0381  -0.0077  0.251
O  -0.027  -0.2741  0.0142
O  0.0637  0.0235  -0.0908
O  0.1162  0.0531  -0.0743
O  -0.0888  -0.0965  0.1534
O  -0.2097  -0.2587  -0.0164
O  0.0867  0.1665  0.0193
O  0.0494  -0.1384  -0.0398
O  0.0295  -0.0295  0.0093
O  0.0055  -0.1648  0.12
O  0.0386  0.0161  -0.1524
O  -0.1596  -0.051  0.0972
O  -0.1515  0.0654  0.0429
O  0.3415  0.0141  0.1192
O  -0.0011  0.1408  0.0938
O  -0.2319  -0.0485  -0.1064
O  0.0207  -0.0272  -0.1005
O  0.0031  -0.0136  -0.3065
O  0.0069  -0.0963  -0.0675
O  0.1371  0.0889  0.0936
O  0.156  -0.0541  0.0256
O  0.0566  0.1174  -0.082
O  0.0274  0.0613  -0.0731
O  -0.01  0.2022  0.521

The program warned: the cutoff lies below the one the program advises for these potential files; the forces do not sum to zero within the program's tolerance; the exchange-correlation potential is rough where the density is thin.
